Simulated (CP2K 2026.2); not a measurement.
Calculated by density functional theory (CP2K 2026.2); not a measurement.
Periodic cell of 513 atoms, Si360O153, from a study of silicon, its oxide and their interface. The atomic structure is a simulated model.
Doubt: the forces sum to 6.77 eV/angstrom along one axis rather than to zero, so they err by at least 0.0132 eV/angstrom per atom on average; the grid cutoff is modest.

Settings
functional: PBE
method: Gaussian and plane waves
basis set: DZVP-MOLOPT-SR-GTH
pseudopotentials: GTH-PBE
grid cutoff: 300 Ry, relative cutoff 40 Ry
k points: Gamma only
occupations: fixed
spin: none
net charge: 0

Cell vectors (angstrom)
a 16.32 0 0
b 0 16.32 0
c -2.9315 2.2689 33.7524

Atoms and the computed forces on them: element, x, y, z (angstrom), force x, y, z (eV/angstrom)
Si -1.807 -0.756 1.506 0.058 0.047 -0.045
Si 0.778 1.939 1.804 -0.032 -0.059 0.067
Si -0.96 3.533 1.77 -0.067 -0.011 0.018
Si 1.416 6.486 1.418 -0.062 0.256 0.689
Si -0.89 -6.223 0.91 0.38 0.166 0.459
Si 2.024 -4.051 1.164 0.118 0.085 0.743
Si -10.803 -0.212 0.426 -0.063 0.043 0.582
Si -10.788 -4.098 -1.217 0.141 -0.016 0.026
Si 3.674 4.354 1.471 0.136 -0.137 0.741
Si 5.371 5.497 2.644 -0.004 -0.007 -0.055
Si 4.587 8.94 1.578 0.033 -0.011 -0.038
Si -9.309 -4.363 1.436 -0.092 0.067 0.683
Si -6.451 -1.773 1.454 0.029 0.008 -0.04
Si -3.575 0.855 1.659 -0.006 -0.027 0.006
Si -3.295 -8.091 -1.427 0.071 0.012 0.079
Si -4.172 6.423 0.826 -0.165 -0.116 -0.091
Si -7.12 -6.584 1.267 0.219 -0.149 0.679
Si -4.69 -3.569 1.398 -0.123 0.276 0.536
Si -0.097 0.074 2.9 -0.018 -0.002 -0.051
Si 2.623 2.814 2.901 0.039 0.071 -0.016
Si -0.013 5.358 2.884 0.05 0.026 -0.053
Si 2.706 8.066 2.686 -0.038 -0.042 -0.045
Si 0.377 -5.195 2.569 -0.003 0.039 -0.051
Si 3.147 -2.457 2.691 0.027 0.068 -0.025
Si 4.914 -0.578 2.683 -0.034 -0.043 0.054
Si -7.666 3.295 2.851 0.224 0.178 0.573
Si 6.283 7.254 1.33 0.005 0.007 -0.056
Si -8.256 8.169 2.633 0.044 -0.024 -0.068
Si 5.491 -5.554 2.79 -0.003 0.028 -0.048
Si -8.147 -2.786 2.75 0.021 -0.017 -0.054
Si -5.396 -0.106 2.782 -0.005 -0.03 -0.037
Si -2.692 2.576 2.996 0.003 -0.081 0.014
Si -5.911 5.036 2.767 -0.142 -0.244 0.475
Si -2.693 8.242 2.804 0.129 0.1 0.648
Si -5.548 -5.392 2.648 -0.014 0.016 -0.068
Si -2.81 -2.63 2.588 -0.009 -0.013 -0.085
Si -1.369 1.31 4.418 0.014 0.019 -0.077
Si 1.36 4.132 4.339 -0.056 -0.012 -0.034
Si -1.352 6.825 4.115 -0.01 0.021 0.028
Si 1.419 9.549 3.989 0.02 -0.025 0.019
Si -1.287 -4.001 3.856 -0.025 0.008 0.01
Si 1.422 -1.372 3.992 0.037 -0.058 0.003
Si 4.038 1.271 3.985 0.058 -0.044 -0.064
Si 6.799 4.169 4.023 0.021 -0.006 -0.035
Si 4.036 6.757 4.137 -0.033 -0.003 -0.032
Si 6.844 -6.839 4.175 0.021 -0.008 -0.01
Si 4.148 -4.093 4.082 -0.043 -0.007 0.011
Si -9.589 -1.41 4.005 -0.043 0.061 -0.029
Si -6.762 1.403 4.006 -0.025 0.032 0.019
Si -4.144 4.067 4.061 -0.044 0.076 0.01
Si -6.868 6.805 4.003 0.041 -0.013 0.012
Si -4.084 -6.658 4.03 0.011 -0.024 0.006
Si -6.856 -4.143 4.158 -0.001 -0.018 0.027
Si -4.069 -1.415 4.192 -0.027 0.017 0
Si -2.764 -0.074 5.618 -0.025 -0.022 -0.017
Si 0.005 2.732 5.632 0.015 0.03 0.017
Si -2.763 5.45 5.414 0.028 -0.021 0.008
Si 0.046 8.205 5.4 -0.014 0.025 0.017
Si -2.657 -5.334 5.336 0.028 -0.031 -0.007
Si 0.016 -2.705 5.347 -0.012 0.006 0.016
Si 2.698 -0.004 5.436 -0.02 0.008 0.019
Si 5.455 2.683 5.313 0.011 -0.008 -0.019
Si 2.75 5.47 5.596 0.013 0.014 0.023
Si 5.417 -8.181 5.468 -0.002 0.007 -0.049
Si 2.744 -5.441 5.41 0.01 0.007 0
Si 5.506 -2.781 5.474 -0.036 0.039 -0.002
Si -8.2 0.027 5.314 0.002 -0.013 -0.004
Si -5.434 2.69 5.473 0.01 0.008 0.024
Si -8.218 5.514 5.459 0.029 -0.016 0.002
Si -5.443 8.189 5.334 0.003 0.005 0.003
Si -8.156 -5.488 5.54 0.012 0.028 0.033
Si -5.459 -2.773 5.48 -0.004 -0.043 -0.016
Si -1.318 -1.42 6.837 -0.001 0.001 0.038
Si 1.393 1.333 6.877 -0.028 0.001 0.004
Si -1.413 4.123 6.852 -0.015 0.022 -0.004
Si 1.363 6.869 6.848 0 0.004 0.01
Si -1.353 9.564 6.728 0.012 -0.012 -0.012
Si 1.352 -4.082 6.738 -0.011 0.018 -0.004
Si 4.09 -1.383 6.765 0.013 -0.021 -0.048
Si 6.8 1.364 6.737 -0.003 -0.013 0.001
Si 4.134 4.027 6.795 -0.019 -0.027 0.002
Si -9.546 6.819 6.857 -0.012 -0.006 0.029
Si 4.084 -6.787 6.807 0.001 -0.003 0.021
Si -9.496 12.217 6.87 -0.002 -0.031 0.022
Si -6.838 -1.341 6.741 -0.036 0.023 0.002
Si -4.112 1.355 6.884 -0.016 0.024 0.018
Si -6.829 4.096 6.764 0.007 -0.029 0.001
Si -4.111 6.828 6.746 0.001 0.007 0.003
Si -6.757 -6.84 6.816 0.017 -0.009 -0.005
Si -4.035 -4.08 6.799 0.002 0.01 0
Si 0.007 -0.025 8.191 0 -0.01 0.018
Si 2.759 2.71 8.185 0.031 -0.012 0.01
Si -0.017 5.483 8.173 0 -0.01 0.004
Si 2.733 -8.124 8.2 0.008 0.008 0.003
Si 0.003 -5.429 8.13 -0.007 0.012 -0.006
Si 2.714 -2.73 8.125 -0.018 0.002 0
Si 5.445 -0.003 8.117 0.016 0.025 0.009
Si -8.171 2.72 8.129 -0.008 0.015 0.004
Si -10.87 5.411 8.183 0.006 -0.018 -0.009
Si -8.148 8.161 8.183 0.009 0.005 0.002
Si -10.881 10.87 8.192 -0.008 0.009 0.004
Si 8.178 -2.701 8.166 -0.001 -0.001 -0.003
Si -5.493 -0.014 8.176 -0.013 0.011 0.005
Si -2.74 2.731 8.203 0.007 0.01 0.022
Si -5.454 5.453 8.124 -0.014 -0.006 -0.007
Si -2.719 8.183 8.095 -0.012 0.001 -0.001
Si -5.396 -5.456 8.15 -0.007 -0.021 0
Si -2.704 -2.739 8.191 0.025 0.018 0.017
Si -1.358 1.354 14.956 -0.014 0.016 -0.003
Si 1.357 4.063 14.924 -0.005 -0.004 -0.015
Si -1.372 6.806 14.939 -0.012 0 -0.007
Si 1.366 -6.798 14.907 0.001 0.015 -0.006
Si -1.373 -4.074 14.995 0.025 0.007 -0.001
Si 1.342 -1.361 15.007 0.02 -0.026 0.016
Si 4.048 1.337 14.976 0.012 0.006 0.006
Si -9.518 4.069 14.952 -0.012 -0.009 0.006
Si 4.077 -9.537 14.938 -0.006 0.01 -0.008
Si -9.47 9.511 14.93 0.018 0 0.001
Si 4.079 -4.051 14.932 -0.022 0 -0.004
Si 6.788 -1.354 14.954 0.003 0 -0.007
Si -6.806 1.372 14.988 -0.008 -0.004 -0.006
Si -4.104 4.113 14.998 0.009 0.009 -0.002
Si -6.755 6.805 15.008 0.002 -0.004 0.001
Si -4.028 9.549 14.99 -0.021 -0.013 -0.003
Si -6.8 -4.089 14.913 -0.006 -0.012 -0.013
Si -4.072 -1.359 14.944 0.013 -0.004 -0.017
Si -2.704 -0.024 16.316 0.003 -0.015 0.009
Si 0.011 2.714 16.302 0.009 -0.014 -0.019
Si -2.753 5.513 16.339 0.023 0.017 -0.004
Si 0.018 8.161 16.254 0.018 -0.019 -0.021
Si -2.683 -5.432 16.409 -0.018 0.004 0.052
Si -0.041 -2.714 16.377 -0.012 0.02 0.022
Si 2.698 -0.01 16.387 -0.028 0.006 0.029
Si 5.411 2.723 16.295 0.001 -0.005 -0.005
Si 2.708 5.409 16.29 0.007 -0.012 -0.009
Si 5.462 -8.162 16.251 -0.011 -0.007 -0.013
Si 2.708 -5.426 16.249 0.013 0.011 0.004
Si 5.423 -2.702 16.316 0.009 0.001 -0.007
Si -8.174 -0.007 16.322 -0.008 -0.006 -0.013
Si -5.472 2.753 16.367 -0.017 0.015 0.015
Si -8.13 5.397 16.319 0.017 -0.005 0.013
Si -5.359 8.187 16.358 0.003 0.001 0.001
Si -8.1 -5.461 16.304 -0.018 0.011 -0.002
Si -5.454 -2.73 16.258 -0.04 0.037 -0.011
Si -1.375 -1.333 17.784 0.017 -0.01 -0.043
Si 1.301 1.349 17.743 0.013 -0.008 -0.008
Si -1.36 4.12 17.578 -0.038 -0.01 -0.027
Si 1.38 6.826 17.603 -0.007 0.012 -0.01
Si -1.268 -6.86 17.712 0.009 0.033 -0.027
Si 1.33 -4.137 17.655 -0.014 -0.038 -0.02
Si 4.093 -1.36 17.748 0.017 -0.006 0.011
Si -9.528 1.399 17.642 0.014 0.041 -0.015
Si 4.016 4.019 17.674 -0.005 -0.016 0.016
Si -9.523 6.765 17.589 -0.025 0.016 0.002
Si 4.118 -6.75 17.56 0.032 0.022 -0.031
Si -9.538 -4.13 17.592 -0.023 -0.002 -0.035
Si -6.844 -1.441 17.635 -0.028 0.016 -0.001
Si -4.098 1.327 17.621 0.022 -0.008 -0.008
Si -6.799 4.116 17.812 -0.018 0.002 -0.011
Si -4.011 6.902 17.819 0.012 0.03 0.003
Si -6.68 9.57 17.704 0.035 0.05 0.008
Si -4.1 -3.999 17.678 0.048 -0.017 0.012
Si -0.032 0.023 19.193 -0.014 -0.047 0.03
Si 2.67 2.667 19.117 0.034 0.008 -0.003
Si -0.03 5.5 18.921 0.021 -0.013 0.023
Si 2.798 8.213 18.872 -0.053 -0.067 -0.026
Si 0.071 -5.527 19.108 -0.013 0.028 0.006
Si 2.673 -2.806 18.995 0.034 -0.001 0.016
Si 5.488 0.08 19.057 -0.059 -0.011 0.06
Si -8.239 2.706 19.116 0.024 0.011 -0.016
Si 5.404 5.409 18.937 -0.011 0.052 -0.046
Si -8.125 8.145 18.862 -0.024 -0.067 -0.015
Si 5.433 -5.437 18.988 -0.007 0.01 -0.003
Si -8.212 -2.841 18.976 0.041 0.009 0.036
Si -5.479 -0.068 18.932 0.016 -0.02 0.043
Si -2.704 2.729 18.875 0.043 -0.062 0.032
Si -5.416 5.563 19.153 -0.02 -0.035 -0.045
Si -2.568 -8.094 19.249 -0.035 -0.001 0.02
Si -5.31 -5.372 19.145 -0.008 -0.044 0.03
Si -2.778 -2.68 19.123 0.001 -0.039 -0.003
Si -1.478 1.477 20.452 0 0.041 0.02
Si 1.273 4.17 20.298 0.033 -0.03 0.025
Si -1.196 6.749 20.573 -0.017 0.023 0.127
Si 1.555 -6.924 20.437 -0.008 0.012 0.055
Si -1.63 -4.388 20.314 -0.003 -0.009 -0.023
Si 1.326 -1.514 20.423 -0.1 0.003 -0.081
Si 4.029 1.293 20.522 -0.034 0.022 -0.047
Si -9.684 4.084 20.404 0.021 -0.024 0.025
Si 4.096 6.851 20.232 0.032 -0.036 -0.031
Si -9.491 9.445 20.197 -0.062 0.031 -0.006
Si 4.052 -4.135 20.388 0.009 -0.007 0.008
Si 6.834 -1.395 20.311 0.033 0.024 -0.025
Si -6.853 1.22 20.327 -0.08 -0.007 0.051
Si -4.003 4.068 20.279 0.011 -0.01 0.058
Si -6.872 6.951 20.43 0.035 0.037 0.076
Si -3.426 -6.204 20.445 0.033 0.051 0.025
Si -6.856 -4.126 20.444 0.012 -0.039 -0.006
Si -4.212 -1.301 20.51 0.021 -0.018 0.076
Si -1.408 -1.478 23.916 -0.076 -0.018 -0.018
Si -0.442 3.251 21.657 0.016 -0.033 0.006
Si -2.258 4.893 21.655 0.306 -0.061 -0.528
Si 0.716 7.618 21.79 -0.003 -0.027 -0.045
Si -4.411 -6.596 22.561 -0.087 -0.377 -0.602
Si -0.23 -2.917 21.61 -0.032 -0.196 -0.637
Si 3.222 -0.69 21.669 0.066 -0.057 -0.524
Si 5.06 3 21.83 -0.076 0.004 0.06
Si 2.401 5.883 21.491 -0.043 0.053 0.047
Si 5.698 7.912 21.579 -0.34 0.317 -0.118
Si 3.076 -5.739 21.85 0.039 -0.003 -0.002
Si 5.003 -2.294 21.474 -0.015 0.034 0.017
Si -8.687 -0.592 23.761 0.384 -0.053 -0.417
Si -5.164 2.381 21.423 0.198 -0.182 -0.542
Si -8.469 5.69 21.622 0.006 -0.078 -0.679
Si -6.49 -7.754 22.191 0.117 0.4 -0.409
Si -8.028 -5.819 21.664 0.024 0.008 -0.005
Si -6.023 -2.3 21.706 -0.042 0.062 -0.488
Si -3.075 -4.97 -0.78 -0.079 -0.083 -0.012
Si 4.68 -5.363 -5.928 -0.125 -0.617 0.068
Si 0.852 2.731 23.568 -0.502 0.254 -0.57
Si 4.67 2.131 25.837 0.026 0.003 0.096
Si 0.328 -7.684 23.911 0.147 -0.275 -0.451
Si -8.432 4.328 -2.261 -0.023 0.097 0.17
Si -10.543 -2.992 23.543 -0.051 -0.214 -0.527
Si -7.272 2.499 0.066 0.005 0.041 0.029
Si 6.389 2.017 23.475 -0.352 0.297 -0.444
Si 0.035 7.014 -5.932 -0.007 -0.112 -0.068
Si 4.931 -6.813 23.105 0.103 0.23 -0.403
Si -8.294 -5.479 25.123 -0.311 0.23 -0.408
Si -7.691 -0.594 21.645 0.026 0.023 -0.008
Si -3.443 0.699 21.577 -0.086 0.127 -0.115
Si -3.071 1.047 23.82 -0.274 -0.051 -0.518
Si -2.831 4.149 24.484 -0.026 -0.049 -0.058
Si -7.325 7.886 25.08 0.012 -0.081 -0.02
Si -2.594 -7.809 24.943 -0.047 0.061 0.043
Si 0.135 -4.115 -3.984 -0.032 0.088 0.102
Si 4.981 -0.137 -4.03 0.015 -0.027 0.038
Si 1.233 1.677 -0.397 -0.089 0.155 0.597
Si 4.358 5.078 25.923 -0.01 -0.098 -0.008
Si -9.787 -4.215 -4.013 -0.057 0.108 0.094
Si -9.007 5.868 26.811 0.04 0.046 -0.023
Si 3.774 -1.764 -1.608 0.016 0.09 -0.046
Si -7.219 3.49 23.43 0.127 -0.061 -0.169
Si -4.687 4.443 26.912 0.046 0.004 0.008
Si -9.68 7.035 -1.042 -0.043 -0.028 0.61
Si -4.37 2.044 -0.136 0.29 -0.318 0.455
Si 1.501 -4.901 23.362 0.571 -0.282 -0.427
Si -9.666 -5.16 23.295 -0.016 -0.077 -0.014
Si -7.107 -7.641 -1.635 -0.005 -0.041 0.094
Si 4.202 2.248 -0.738 -0.029 -0.081 0.152
Si -10.81 2.604 -3.424 0.038 0.012 0.057
Si 3.477 4.48 22.997 0.22 0.118 -0.698
Si 3.567 -3.887 25.524 0.006 -0.007 -0.116
Si -4.402 0.007 26.275 0.019 -0.007 -0.047
Si 1.69 -7.585 26.711 -0.035 0.114 -0.082
Si -3.419 -2.901 25.715 0.022 0.026 -0.018
Si -0.362 4.018 26.08 0.089 0.068 0.049
Si 3.88 7.877 -2.474 0.017 0.086 0.094
Si -2.727 -3.243 -3.397 -0.063 0.017 0.091
Si -7.47 0.31 26.548 0.083 -0.102 -0.085
Si -0.205 7.914 -0.953 0.154 -0.041 0.017
Si 1.155 -2.091 -5.928 -0.051 -0.011 -0.061
Si -7.731 -0.661 -0.229 0.325 -0.306 0.457
Si -0.35 1.66 -4.203 -0.085 0.065 0.101
Si -5.473 -3.433 -4.677 -0.011 0.053 0.066
Si -7.353 3.32 26.546 0.03 -0.039 -0.08
Si -5.096 7.082 -3.425 -0.088 0.115 -0.004
Si -9.133 -1.543 -5.301 -0.032 -0.025 -0.019
Si -5.88 4.345 -3.948 -0.006 -0.16 0.019
Si -2.153 4.179 -0.097 0.351 -0.257 0.459
Si 2.118 0.48 -4.939 0.024 -0.007 0.003
Si -0.094 3.88 -2.191 0.001 -0.03 0.063
Si -5.036 1.387 -3.029 0.02 0.086 0.085
Si -5.572 -4.128 24.074 -0.037 0.139 -0.12
Si 0.548 -6.567 -5.484 -0.008 -0.026 -0.08
Si -2.494 -0.112 -3.114 -0.009 0.001 0.037
Si 4.575 -6.748 26.139 -0.006 0.012 -0.06
Si -6.485 8.131 -5.968 0.004 0.001 -0.029
Si 0.474 -0.954 26.092 -0.026 0.068 -0.016
Si 0.923 -2.673 -1.428 0.042 0.038 -0.011
Si 1.795 5.928 27.446 0.075 -0.063 0.003
Si -7.339 -5.925 -4.067 0.167 0.018 0.021
Si -0.981 -0.528 -0.684 -0.305 -0.017 0.717
Si 3.851 9.972 -0.327 0.09 -0.282 0.511
Si -4.707 7.391 26.543 0.118 -0.018 -0.017
Si -6.961 -1.011 -3.246 0.114 -0.04 -0.005
Si 2.464 0.434 24.368 -0.048 -0.072 0.013
Si 3.653 -7.369 -5.39 0.321 0.384 -0.128
Si 1.297 6.492 -3.204 -0.104 0.088 0.071
Si -1.363 1.354 9.53 0.01 -0.002 0.006
Si 1.361 4.087 9.505 0 0.002 -0.009
Si -1.38 6.836 9.512 0.003 0.022 -0.003
Si 1.357 -6.769 9.529 0.012 -0.003 0.01
Si -1.347 -4.096 9.529 -0.02 -0.01 0.005
Si 1.374 -1.381 9.523 0.001 0.002 0.004
Si 4.109 1.344 9.524 -0.012 -0.003 0.007
Si -9.505 4.064 9.53 0.007 -0.005 0.009
Si 4.085 6.791 9.529 -0.011 0 -0.01
Si -9.503 9.522 9.54 -0.004 0.002 -0.004
Si 4.064 -4.077 9.515 -0.003 -0.011 0.008
Si 6.798 -1.35 9.509 -0.006 0.001 -0.001
Si -6.829 1.367 9.524 -0.014 -0.001 0.005
Si -4.106 4.105 9.523 -0.011 0.003 0.009
Si -6.797 6.787 9.522 -0.007 -0.018 0.011
Si -4.057 -6.811 9.511 0.017 -0.001 0.002
Si -6.768 -4.076 9.504 0.015 0.017 -0.014
Si -4.087 -1.358 9.521 0.014 -0.003 -0.008
Si -2.729 0.005 10.892 -0.003 0.02 0.007
Si 0.001 2.721 10.874 -0.01 -0.016 0.004
Si -2.732 5.46 10.875 0 0.001 -0.004
Si -0.006 -8.141 10.874 -0.01 0.012 0.008
Si -2.71 -5.451 10.877 0.015 -0.012 0.013
Si 0.005 -2.725 10.881 0.012 -0.008 0.001
Si 2.729 -0.008 10.87 0.012 -0.009 0.001
Si -10.866 2.708 10.886 0.009 -0.001 -0.002
Si 2.715 5.434 10.881 -0.006 0.005 0.013
Si -10.861 8.151 10.887 0.027 0 -0.002
Si 2.719 -5.425 10.898 -0.019 0.021 0.008
Si 5.43 -2.713 10.864 -0.022 0.01 0.001
Si -8.175 0.003 10.887 -0.006 0.01 0.006
Si -5.456 2.731 10.88 -0.005 0.011 0.001
Si -8.149 5.427 10.885 0 -0.014 -0.004
Si -5.426 8.151 10.864 0.004 -0.002 -0.013
Si -8.134 -5.429 10.878 -0.011 -0.007 0.004
Si -5.431 -2.72 10.889 0.013 -0.013 0.005
Si -1.359 -1.366 12.242 0.006 -0.013 -0.004
Si 1.361 1.349 12.227 0.013 0.007 -0.005
Si -1.376 4.08 12.228 0.013 0.011 -0.002
Si 1.347 -9.523 12.225 -0.003 -0.002 -0.003
Si -1.353 -6.787 12.245 -0.015 0.005 0.004
Si 1.355 -4.067 12.254 -0.006 0.009 0.003
Si 4.073 -1.36 12.239 -0.005 0.012 -0.002
Si -9.528 1.352 12.257 -0.003 0.003 0.007
Si -12.233 4.07 12.234 0.007 -0.019 -0.001
Si -9.496 6.793 12.245 -0.003 -0.01 -0.002
Si -12.223 9.522 12.237 -0.004 -0.017 -0.008
Si 6.803 -4.07 12.218 0.006 0.012 -0.007
Si -6.796 -1.348 12.243 -0.012 0.004 -0.008
Si -4.085 1.382 12.247 -0.008 0.005 0.002
Si -6.802 4.079 12.26 -0.011 0 0.006
Si -4.079 6.812 12.249 -0.013 0.002 0.007
Si -6.771 9.513 12.231 0.022 -0.011 -0.001
Si -4.068 -4.088 12.234 0.006 0.003 -0.004
Si 0.005 -0.007 13.603 -0.004 0.013 0.009
Si 2.723 2.702 13.585 0.003 0.002 0
Si -0.016 5.434 13.586 -0.004 -0.008 -0.001
Si 2.725 -8.172 13.571 -0.016 -0.013 0.003
Si -0.011 -5.417 13.607 0.006 -0.002 -0.004
Si 2.701 -2.697 13.606 0.01 0.001 -0.01
Si 5.42 -0.004 13.607 -0.015 -0.011 -0.001
Si -8.163 2.705 13.606 -0.016 -0.006 -0.005
Si -10.868 5.434 13.589 0.017 0.009 -0.008
Si -8.112 8.142 13.599 -0.016 0.001 -0.012
Si -10.858 10.89 13.597 0.009 0.005 0.012
Si 8.15 -2.711 13.586 0.001 0.014 0.003
Si -5.438 0.022 13.611 0.003 0.016 0.003
Si -2.734 2.741 13.627 0.005 -0.003 0.003
Si -5.437 5.451 13.608 -0.007 -0.013 -0.005
Si -2.714 8.18 13.597 0.034 0.022 -0.007
Si -5.413 -5.453 13.599 0.01 0.003 -0.012
Si -2.718 -2.731 13.6 -0.016 -0.033 0
O -1.837 -7.377 1.593 -0.175 -0.202 -0.176
O 4.221 3.589 0.149 0.391 0.203 -0.262
O -8.178 2.951 1.323 -0.538 0.202 -0.25
O -5.508 5.592 1.236 -0.407 0.108 -0.49
O -3.821 7.266 2.149 -0.244 0.082 0.354
O -7.773 -0.138 25.024 -0.023 0.166 0.079
O -2.514 -2.532 24.431 0.07 -0.268 -0.221
O 4.567 -1.161 -2.867 0.234 -0.312 -0.123
O -1.564 4.747 25.293 0.033 0.709 0.199
O 4.92 1.065 27.023 0.228 -0.096 -0.304
O -8.684 -5.033 26.639 0.388 0.72 0.107
O -9.984 0.389 23.554 -0.65 -0.219 -0.325
O -9.572 6.778 22.205 0.19 -0.259 0.518
O -3.436 -6.481 -1.245 -0.191 -0.078 0.045
O -7.68 4.911 22.821 0.132 0.154 0.157
O -6.967 7.689 23.514 0.241 -0.559 0.017
O -0.038 -1.647 24.727 0.29 -0.329 -0.102
O -8.176 -7.09 25.222 -0.312 -0.386 0.035
O 1.045 -3.497 -5.159 0.496 -0.433 -0.152
O 2.069 -7.047 -5.278 0.014 -0.152 0.437
O -4.185 -1.584 26.216 -0.246 -0.169 0.55
O 2.574 5.439 0.903 -0.038 -0.131 -0.203
O 4.55 -2.96 24.639 0.145 0.217 0.331
O -8.208 -5.428 0.829 -0.157 0.055 -0.246
O 0.781 -3.829 -2.535 0.024 -0.156 0.131
O 1.876 -0.231 25.722 0.223 -0.121 0.35
O -8.298 -0.869 -4.116 -0.195 0.377 0.128
O 4.138 -3.32 -1.438 -0.474 -0.334 0.111
O -10.049 -3.661 0.153 -0.127 0.485 -0.014
O -6.931 -6.317 -2.55 0.07 0.25 0.432
O -2.94 -1.644 -3.317 -0.392 0.028 0.013
O -5.802 2.981 22.836 0.259 0.142 0.525
O -7.362 -1.223 -1.699 -0.166 -0.155 0.073
O -7.071 3.656 25.004 0.218 0.5 0.223
O -1.854 -5.066 0.285 0.371 0.629 0.063
O 0.525 6.923 0.113 0.014 -0.401 -0.322
O -10.542 5.712 26.338 -0.048 0.176 0.022
O 1.12 -3.267 0.06 -0.458 0.179 0.194
O -0.59 2.001 -5.756 0.362 -0.123 -0.095
O 0.902 -6.291 27.266 -0.27 -0.048 -0.082
O 1.285 7.451 27.593 -0.244 0.124 0.311
O -4.867 5.477 -3.384 0.343 -0.061 0.441
O 3.056 -3.12 26.844 0.233 0.409 0.108
O -4.3 7.443 -0.415 -0.453 0.046 -0.043
O 3.276 -7.336 26.875 0.182 -0.351 0.658
O -2.302 -6.955 26.301 0.502 0.535 0.016
O 4.913 3.083 -4.829 -0.204 0.01 0.047
O 2.252 -4.395 24.715 -0.26 -0.049 0.371
O -4.956 -5.103 22.944 -0.134 0.334 -0.172
O 0.656 -3.668 22.751 -0.012 0.355 0.415
O 3.059 -0.631 23.314 0.092 -0.107 0.422
O -0.049 -6.908 -0.322 0.24 0.262 -0.146
O 0.82 5.003 -2.86 0.133 -0.23 -0.157
O -2.235 0.086 -1.521 -0.279 0.145 0.534
O -2.944 5.448 0.499 0.203 0.308 -0.179
O -0.989 3.167 27.279 -0.599 0.064 -0.129
O 5.066 -4.632 -4.524 -0.362 -0.013 0.454
O 1.278 1.164 23.529 -0.124 -0.499 -0.335
O -1.853 0.044 24.192 0.516 0.299 0.202
O 2.231 3.579 23.509 -0.145 -0.031 0.569
O -0.49 -1.888 -1.426 -0.404 -0.52 -0.016
O -3.199 0.622 27.177 0.062 0.675 0.249
O -8.406 4.395 27.105 -0.38 -0.342 0.261
O 0.388 -6.064 23.678 -0.407 0.322 0.052
O -8.156 6.635 25.664 0.138 -0.285 -0.061
O -4.135 4.205 25.417 -0.23 -0.033 -0.251
O 4.635 -7.378 24.64 0.072 -0.683 0.092
O -7.322 -7.199 -5.034 -0.504 -0.171 -0.076
O -3.427 -7.042 23.787 0.067 0.321 0.221
O -2.594 2.591 24.058 0.254 -0.019 0.012
O 1.341 -7.929 25.159 0.476 -0.171 -0.263
O 3.655 0.589 -4.55 0.092 0.486 -0.142
O -7.719 3.343 -1.213 0.411 0.101 -0.125
O -5.903 3.448 27.256 0.058 -0.163 0.72
O 4.318 -1.04 -0.283 -0.576 0.049 0.257
O -9.295 -2.071 24.088 0.32 -0.299 0.33
O 2.171 -1.684 -1.76 -0.241 0.647 -0.43
O 0.843 3.021 -1.205 0.045 0.059 -0.231
O -5.378 2.89 -3.473 -0.07 -0.016 0.005
O 2.843 -5.21 0.318 0.01 -0.181 -0.178
O 0.305 2.975 25.064 -0.107 -0.472 0.208
O -1.798 7.704 -1.14 -0.19 -0.019 0.268
O -1.13 0.283 -3.874 0.37 -0.347 0.128
O -5.975 4.413 -5.555 0.171 0.597 0.03
O -10.312 2.496 24.992 0.139 0.333 0.424
O -8.302 -0.636 27.552 -0.197 -0.092 -0.205
O 0.095 -5.704 -4.205 -0.215 -0.553 0.228
O -9.838 -3.731 -2.471 0.293 0.541 0.17
O 0.443 7.634 -2.412 -0.019 0.369 -0.391
O 3.606 1.485 24.809 0.084 0.159 -0.104
O -8.653 -8.115 -1.518 -0.233 0.503 0.013
O -4.321 0.704 24.81 -0.513 -0.028 -0.047
O -9.066 5.602 -1.501 0.215 -0.078 0.134
O 4.171 3.545 26.447 -0.454 -0.075 0.407
O -1.343 -3.503 -4.17 -0.01 0.106 -0.391
O 2.834 6.673 -2.747 0.26 -0.362 0.207
O 4.396 2.7 -2.267 -0.539 0.179 -0.178
O -0.611 0.074 26.709 0.257 0.337 0.087
O -0.792 2.896 -3.27 -0.59 -0.126 -0.197
O -6.185 0.374 -3.493 -0.237 0.204 -0.232
O 0.291 0.463 -0.893 0.095 -0.129 -0.389
O -9.569 3.525 -3.045 0.062 -0.014 -0.209
O -6.086 -2.279 -3.725 -0.041 0.01 0.119
O 3.182 5.93 26.617 0.214 0.515 -0.002
O -5.423 7.418 -4.98 0.262 -0.163 -0.222
O -7.937 1.841 26.781 -0.533 0.048 0.439
O -1.173 -1.785 22.35 -0.3 0.408 -0.341
O -2.489 -3.486 26.88 0.276 0.205 -0.071
O -3.259 3.115 -0.633 -0.038 0.102 -0.598
O -2.948 5.066 23.152 -0.094 0.505 0.209
O -3.506 7.255 25.44 0.222 -0.615 -0.405
O -6.596 -7.271 -0.131 0.228 -0.058 0.026
O -1.266 4.627 -1.372 0.108 0.427 -0.451
O -7.456 0.93 -0.196 0.168 -0.015 -0.047
O -3.63 0.896 -3.648 0.102 0.305 -0.505
O -1.196 5.965 -5.952 -0.342 -0.207 0.536
O 5.224 7.281 -1.801 -0.143 0.039 0.084
O -9.333 -0.814 0.067 -0.193 -0.272 0.356
O 2.814 1.411 -0.649 0.014 -0.51 -0.222
O -4.906 1.245 -1.432 -0.136 -0.364 0.116
O -5.714 2.796 0.434 0.018 0.427 0.418
O -4.516 -3.986 25.278 -0.046 -0.444 0.427
O 0.694 5.088 26.628 -0.194 -0.116 -0.161
O -6.398 -4.745 -4.615 0.003 -0.112 0.12
O -0.463 -7.826 -5.547 -0.476 0.261 0.325
O -10.639 -0.951 -5.232 -0.213 -0.204 -0.442
O 4.213 -7.801 -3.922 0.729 0.28 -0.134
O 3.207 -7.352 -1.45 -0.513 0.003 -0.017
O -5.234 5.957 27.015 -0.608 0.206 0.106
O -8.881 -5.521 -4.065 -0.4 -0.456 0.232
O -9.151 -3.124 -5.016 0.149 -0.275 -0.362
O 1.574 -1.024 -4.799 0.195 -0.347 0.69
O -10.362 1.045 -3.518 0.46 -0.164 0.085
O -8.378 2.393 23.143 0.286 -0.492 -0.086
O -5.815 -2.711 23.31 -0.155 0.381 0.423
O -6.292 7.504 -2.4 -0.192 -0.343 0.052
O -3.994 -3.843 -4.184 0.145 -0.272 -0.365
O 4.454 -5.147 25.978 0.313 0.206 -0.078
O -3.756 7.847 -2.933 0.445 0.349 -0.294
O 1.131 6.602 -4.815 0.429 -0.27 -0.086
O -10.433 -6.981 27.066 0.192 -0.436 0.455
O -5.88 0.249 26.864 0.116 0.197 0.459
O -6.9 -4.751 24.723 0.04 -0.053 0.309
O 1.239 1.439 -3.987 0.347 0.335 0.377
O -5.957 8.16 25.896 -0.016 0.7 -0.207
O 5.404 1.299 -0.187 0.387 0.281 -0.02
O 0.648 -2.136 27.15 -0.499 -0.201 0.314
O -1.16 8.128 24.326 -0.082 -0.372 -0.209
O 4.23 5.114 24.304 0.388 0.119 -0.25
O -7.333 4.734 -3.36 -0.062 0.661 -0.466
O -4.325 -4.211 -0.08 -0.442 0.219 -0.429
O 5.109 -5.652 -1.113 0.154 -0.312 -0.379
O -2.619 -4.024 -1.993 0.024 0.02 0.296

Results
total energy: -105600.909 eV
total energy less fixed offsets of O -438.25, Si -107.07 eV per atom: -3.459 eV
